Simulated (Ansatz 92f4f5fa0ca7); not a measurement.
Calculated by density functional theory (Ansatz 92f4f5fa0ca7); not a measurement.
Periodic cell of 444 atoms, Si256O116H72, with a vacuum gap, from a study of silicon, its oxide and their interface. The atomic structure is a simulated model.

Settings
functional: r2SCAN
potential files: Ansatz PAW
basis: plane waves
wave-function cutoff: 800 eV
density cutoff ratio: 5
exchange-correlation grid ratio: 1
k mesh: 1 x 1 x 1, Gamma-centred
self-consistency stop: 2e-11 eV per atom in the density residual
occupations: fixed
spin: none
net charge: 0
applied field: sawtooth along c, amplitude -0.015 V/angstrom in the program's sign convention, ramp centred at 0.9866 of c and 0.0268 of c wide, no dipole correction

Cell vectors (angstrom)
a	16.3305	0	0
b	0	16.3305	0
c	0	0	37.2672

Atoms and the computed forces on them: element, x, y, z (angstrom), force x, y, z (eV/angstrom)
Si	-0.516	0.479	23.397	-0.001	-0.001	-0.031
Si	2.645	2.933	23.726	-0.002	0.001	-0.027
Si	0.358	5.065	23.612	-0.005	-0.004	-0.025
Si	3.146	7.849	23.496	-0.001	-0.001	-0.026
Si	-0.249	11.119	23.435	-0.003	-0.005	-0.035
Si	3.137	13.235	23.389	-0.001	0.003	-0.034
Si	5.691	-0.296	23.708	-0.011	0	-0.023
Si	8.452	2.359	23.737	-0.005	-0.007	-0.03
Si	5.271	5.594	23.846	0.002	-0.008	-0.025
Si	8.183	7.88	23.635	-0.002	-0.004	-0.033
Si	5.472	11.111	23.549	0.008	0.003	-0.03
Si	8.054	14.023	23.707	0.008	0.002	-0.014
Si	10.669	0.183	23.883	0	-0.01	-0.01
Si	13.684	2.7	23.885	0.011	0.001	0.002
Si	11.545	4.879	23.438	0.01	0.008	-0.026
Si	13.341	8.324	23.372	-0.001	0.001	-0.037
Si	11.097	10.658	23.509	0.002	0.004	-0.025
Si	13.774	13.393	23.544	-0.005	0	-0.036
Si	1.298	1.326	24.78	0.006	0.011	0
Si	4.086	4.075	25.123	0.004	0.008	-0.011
Si	1.439	6.798	24.789	0.005	-0.003	0
Si	4.237	9.494	24.798	-0.002	-0.005	0.001
Si	1.443	12.203	24.688	-0.002	0.002	0.003
Si	4.093	14.839	24.881	0.005	-0.001	0.004
Si	6.827	1.289	25.027	0.01	0	0.001
Si	9.691	4.037	24.805	-0.005	-0.009	0.005
Si	6.814	6.758	25.117	-0.003	-0.002	-0.009
Si	9.432	9.55	24.769	-0.005	-0.011	-0.002
Si	6.924	12.319	24.901	-0.009	-0.002	0.001
Si	9.462	15.07	25.229	0.002	0.01	-0.009
Si	12.286	1.318	25.098	0.002	0.007	-0.008
Si	15.101	4.094	25.057	-0.004	-0.009	-0.01
Si	12.363	6.671	24.762	-0.004	0	-0.001
Si	14.987	9.452	24.696	-0.002	0.01	0.003
Si	12.182	12.263	24.851	0.006	0.001	-0.005
Si	14.919	15.064	24.755	0.003	0	0
Si	0.086	2.666	26.335	-0.008	0.008	-0.003
Si	2.685	-0.062	26.139	0	0.004	0.006
Si	0.028	8.152	26.127	0.004	-0.013	0.009
Si	2.694	5.487	26.34	-0.005	-0.006	-0.004
Si	0.057	13.642	26.047	0	-0.004	0.005
Si	2.764	10.833	26.127	0.006	-0.008	0.011
Si	5.485	2.679	26.343	-0.013	0.006	-0.005
Si	8.1	0.044	26.545	0.008	-0.011	-0.012
Si	5.474	8.21	26.34	0.005	0.007	-0.006
Si	8.296	5.353	26.247	-0.016	0.013	0.003
Si	5.479	13.577	26.306	0.001	0	0.003
Si	8.203	10.9	26.248	0	0.008	-0.002
Si	10.895	2.725	26.357	0.006	-0.012	0.004
Si	13.65	-0.071	26.337	-0.003	0.007	-0.001
Si	10.88	8.09	26.078	0.014	-0.001	0.003
Si	13.699	5.493	26.301	0.014	-0.007	0.005
Si	10.89	13.586	26.311	-0.005	-0.002	0.002
Si	13.617	10.841	26.128	0.001	-0.004	0.006
Si	1.375	4.088	27.69	0.003	0.003	0.019
Si	4.044	1.302	27.585	0.002	0.007	0.025
Si	1.381	9.511	27.519	-0.009	0.008	0.025
Si	4.082	6.837	27.654	0.01	-0.01	0.013
Si	1.359	14.934	27.542	0.006	0.008	0.024
Si	4.081	12.182	27.582	0.013	0.023	0.022
Si	6.884	4.05	27.635	0.008	-0.011	0.015
Si	9.538	1.413	27.768	-0.014	0	0.008
Si	6.839	9.565	27.646	-0.005	-0.004	0.01
Si	9.58	6.793	27.577	-0.006	0.005	0.025
Si	6.747	14.934	27.759	-0.005	0.004	0.007
Si	9.545	12.219	27.649	-0.014	-0.011	0.014
Si	12.295	4.114	27.643	0	0.009	0.013
Si	15.007	1.333	27.656	0.002	0.013	0.01
Si	12.249	9.47	27.492	0.004	0.005	0.025
Si	15.039	6.854	27.628	-0.015	0.001	0.019
Si	12.268	14.928	27.657	-0.003	0.011	0.016
Si	15.009	12.246	27.446	-0.005	-0.002	0.017
Si	0.048	-0.03	28.962	0.005	0.001	0.2
Si	2.75	2.708	28.987	0.015	-0.005	0.185
Si	0.007	5.459	29.023	0.003	-0.006	0.206
Si	2.694	8.172	28.975	-0.023	0.02	0.232
Si	0.01	10.895	28.875	-0.008	-0.004	0.189
Si	2.705	13.571	28.928	0	-0.028	0.204
Si	5.367	-0.014	29.04	0.014	-0.022	0.217
Si	8.169	2.754	29.095	0.007	-0.014	0.241
Si	5.477	5.439	28.939	-0.025	0.016	0.196
Si	8.189	8.143	28.942	-0.012	-0.008	0.189
Si	5.427	10.864	29	-0.01	-0.007	0.223
Si	8.173	13.57	29.026	0.019	-0.007	0.22
Si	10.931	-0.006	29.012	0.02	-0.009	0.239
Si	13.646	2.731	28.993	0.02	-0.017	0.223
Si	10.919	5.474	28.995	0.028	-0.012	0.234
Si	13.619	8.194	28.951	0.008	0.006	0.181
Si	10.921	10.823	28.931	0.009	0.007	0.185
Si	13.67	13.56	28.914	0.032	-0.033	0.208
Si	1.368	1.363	30.34	0.104	-0.086	0.239
Si	4.115	4.094	30.317	0.038	-0.163	0.221
Si	1.37	6.816	30.38	-0.068	-0.014	0.217
Si	4.057	9.491	30.353	0.01	0.168	0.264
Si	1.338	12.224	30.308	0.082	-0.005	0.02
Si	4.005	14.939	30.355	0.113	0.024	0.279
Si	6.756	1.374	30.375	0.058	-0.053	0.361
Si	9.534	4.152	30.391	0.033	-0.126	0.367
Si	6.793	6.805	30.312	0.139	-0.021	0.224
Si	9.536	9.494	30.304	0.13	-0.02	0.294
Si	6.78	12.223	30.356	0.048	0.007	0.436
Si	9.549	14.969	30.338	-0.03	-0.102	0.444
Si	12.284	1.377	30.354	0.016	-0.056	0.344
Si	14.978	4.098	30.38	-0.001	0.022	0.248
Si	12.276	6.831	30.352	0.056	-0.006	0.159
Si	14.99	9.561	30.307	-0.083	-0.002	-0.043
Si	12.293	12.214	30.264	0.064	-0.153	0.241
Si	14.997	14.95	30.284	0.084	-0.13	0.338
Si	0.032	2.738	6.958	0.004	0.042	-0.154
Si	2.681	0.003	6.959	-0.023	0.142	-0.289
Si	-0.005	8.185	6.956	0.055	-0.123	-0.061
Si	2.757	5.44	6.946	-0.082	-0.029	-0.112
Si	-0.017	13.614	6.909	-0.142	0.184	-0.247
Si	2.678	10.841	6.922	0.105	-0.068	-0.251
Si	5.408	2.756	6.966	-0.142	0.066	-0.314
Si	8.169	0.011	6.901	-0.015	0.055	-0.465
Si	5.4	8.098	6.944	0.036	0.046	-0.115
Si	8.114	5.487	6.961	-0.138	0.059	-0.276
Si	5.393	13.584	6.918	0.008	0.018	-0.408
Si	8.14	10.824	6.897	-0.012	0.093	-0.362
Si	10.911	2.762	6.924	-0.1	0.031	-0.413
Si	13.685	0.01	6.896	-0.032	0.001	-0.321
Si	10.875	8.171	6.936	-0.085	0.104	-0.27
Si	13.618	5.467	6.967	0.025	-0.003	-0.225
Si	10.94	13.586	6.865	-0.101	0.047	-0.359
Si	13.633	10.921	6.916	-0.153	0.053	-0.234
Si	1.413	4.092	8.324	-0.029	0.027	-0.187
Si	4.027	1.4	8.304	-0.01	0.017	-0.191
Si	1.344	9.518	8.371	0.027	-0.034	-0.197
Si	4.056	6.766	8.4	-0.031	0.053	-0.203
Si	1.294	14.988	8.297	0.002	-0.008	-0.204
Si	4.036	12.188	8.261	0.011	-0.009	-0.219
Si	6.731	4.137	8.337	-0.003	0.02	-0.204
Si	9.507	1.428	8.245	-0.017	0.012	-0.226
Si	6.756	9.465	8.266	-0.037	0.013	-0.223
Si	9.465	6.845	8.308	0.025	-0.025	-0.207
Si	6.776	14.981	8.205	-0.02	0.015	-0.23
Si	9.532	12.22	8.172	-0.029	0.027	-0.233
Si	12.252	4.105	8.318	0.002	0.01	-0.209
Si	15.011	1.372	8.315	-0.031	0.036	-0.214
Si	12.247	9.566	8.241	0.012	-0.007	-0.194
Si	14.985	6.815	8.339	0.033	-0.024	-0.183
Si	12.315	14.975	8.208	-0.023	0.029	-0.232
Si	14.959	12.3	8.311	0.015	-0.019	-0.199
Si	0.002	0.028	9.748	0.006	0.001	-0.04
Si	2.68	2.708	9.767	0.014	0.01	-0.035
Si	0.081	5.459	9.694	-0.014	-0.017	-0.018
Si	2.68	8.121	9.787	0.004	0	-0.021
Si	-0.013	10.956	9.677	-0.001	0	-0.02
Si	2.666	13.577	9.552	-0.001	-0.008	-0.012
Si	5.465	0.061	9.554	-0.019	-0.027	-0.014
Si	8.133	2.793	9.626	0.001	-0.02	-0.014
Si	5.354	5.384	9.835	0.009	-0.013	-0.035
Si	8.078	8.166	9.704	-0.001	0.004	-0.027
Si	5.355	10.771	9.618	0.016	0.008	-0.008
Si	8.128	13.557	9.473	0.019	0	-0.008
Si	10.948	0.049	9.471	0.002	0.002	-0.005
Si	13.657	2.753	9.662	0.001	-0.009	-0.015
Si	10.811	5.451	9.617	0.019	0.016	-0.011
Si	13.585	8.227	9.612	0.006	0.008	-0.015
Si	10.865	10.914	9.588	-0.003	-0.006	-0.021
Si	13.618	13.688	9.698	-0.012	-0.006	-0.028
Si	1.366	1.34	11.193	0.008	0.004	-0.003
Si	3.972	3.972	11.274	-0.009	0.005	-0.008
Si	1.324	6.778	11.229	-0.011	0.005	-0.008
Si	4.039	9.478	11.151	-0.005	0.005	-0.015
Si	1.356	12.327	11.053	0.007	-0.003	-0.009
Si	4.086	14.958	10.746	0.01	-0.004	0.012
Si	6.774	1.442	10.962	0.01	-0.009	-0.008
Si	9.446	4.142	11.037	0.004	-0.005	-0.007
Si	6.725	6.798	11.134	-0.006	0.007	-0.01
Si	9.472	9.598	10.959	0.012	-0.003	-0.007
Si	6.779	12.148	10.82	-0.016	0.016	0.004
Si	9.527	14.997	10.662	-0.007	0.005	0.009
Si	12.244	1.378	10.936	-0.007	0	-0.001
Si	15.109	4.057	11.028	-0.012	0.025	0.001
Si	12.162	6.859	10.878	0.012	-0.015	0.001
Si	14.906	9.621	10.989	0.002	-0.009	-0.005
Si	12.16	12.329	10.954	0	-0.008	-0.005
Si	14.953	15.066	11.141	0.003	-0.007	-0.013
Si	-0.076	2.622	12.647	-0.007	0	-0.009
Si	2.923	-0.096	12.284	-0.003	-0.01	-0.001
Si	-0.081	8.301	12.429	-0.002	0.002	0.011
Si	2.534	5.295	12.73	0.005	0.006	-0.004
Si	0.058	13.753	12.485	-0.001	-0.012	0.003
Si	2.697	10.938	12.447	0	0.002	0.009
Si	5.465	2.594	12.593	0.004	-0.001	0
Si	8.255	0.01	12.027	0	-0.011	0.016
Si	5.33	8.077	12.596	0.006	0.006	0.005
Si	8.119	5.464	12.513	0.002	0.001	0.003
Si	5.431	13.581	12.019	-0.003	0	0.016
Si	8.083	10.927	12.333	-0.001	0.002	-0.001
Si	10.85	2.735	12.258	0.008	0.001	0.012
Si	13.513	0.088	12.472	-0.009	0.002	-0.005
Si	10.788	8.191	12.276	0.006	0.003	0
Si	13.684	5.575	12.08	-0.008	-0.007	0.018
Si	10.71	13.72	12.169	-0.003	0.008	-0.002
Si	13.507	11.017	12.324	0.004	0	0.006
Si	1.088	3.902	14.24	-0.002	0.003	-0.031
Si	4.682	0.622	13.723	0.007	0	-0.017
Si	0.976	9.953	13.751	-0.004	-0.002	-0.036
Si	4.203	6.394	13.971	-0.005	-0.007	-0.025
Si	1.833	14.792	13.742	0.011	-0.003	-0.024
Si	4.008	12.557	13.542	0.001	0.001	-0.03
Si	6.561	4.266	13.854	-0.006	0	-0.021
Si	9.696	1.098	13.492	-0.005	0	-0.041
Si	7.019	9.31	13.696	-0.003	-0.007	-0.019
Si	9.278	7.132	13.752	-0.001	0.007	-0.019
Si	6.925	14.879	13.197	-0.004	0.003	-0.03
Si	9.07	12.726	13.516	-0.002	0.003	-0.018
Si	12.465	4.066	13.282	0.001	0.012	-0.027
Si	14.438	1.723	13.964	-0.004	0.014	-0.034
Si	12.225	9.474	13.559	0.01	-0.01	-0.018
Si	14.466	7.271	13.534	0.003	-0.003	-0.025
Si	11.828	15.229	13.546	-0.001	-0.002	-0.017
Si	15.089	12.186	13.618	0.006	-0.009	-0.016
Si	20.131	1.101	21.627	-0.005	-0.002	-0.063
Si	-2.161	1.707	17.096	-0.003	-0.001	-0.041
Si	0.12	37.713	20.609	0.005	-0.005	-0.065
Si	20.882	-1.57	18.199	0.001	0	-0.045
Si	19.239	-0.158	16.104	-0.004	0.003	-0.044
Si	6.156	10.149	20.71	-0.006	0.006	-0.057
Si	26.028	-10.09	21.854	-0.02	0.002	-0.053
Si	1.914	27.308	19.039	0.007	-0.004	-0.047
Si	-5.439	-4.991	15.698	0.007	0	-0.043
Si	13.529	-3.1	20.514	0.001	0.005	-0.061
Si	-23.302	19.53	18.558	0.008	-0.002	-0.043
Si	25.747	-4.466	18.182	0.004	-0.002	-0.049
Si	14.269	6.143	18.754	0.008	-0.018	-0.05
Si	7.142	5.181	19.103	0.002	-0.009	-0.049
Si	-0.459	5.97	15.948	-0.008	0.009	-0.041
Si	8.495	16.918	19.86	0	0.01	-0.046
Si	5.252	-21.846	15.678	-0.002	0.001	-0.042
Si	-25.432	4.199	21.787	-0.008	0.007	-0.063
Si	-7.713	2.973	15.636	0.007	-0.002	-0.043
Si	6.218	12.053	18.329	-0.005	-0.001	-0.058
Si	11.306	10.992	20.456	-0.002	0.003	-0.063
Si	-8.487	7.826	20.609	-0.009	-0.002	-0.056
Si	5.562	-15.226	19.154	0.004	0	-0.048
Si	10.213	14.775	18.718	0.004	0.001	-0.048
Si	18.873	-6.588	16.4	-0.006	-0.012	-0.049
Si	28.549	4.089	17.849	-0.005	0	-0.045
Si	2.43	-13.65	16.832	-0.001	-0.006	-0.036
Si	2.426	-9.41	16.598	0.001	0.008	-0.043
Si	26.212	-17.699	21.63	-0.002	0.005	-0.062
Si	13.15	15.205	18.154	0.007	0.009	-0.055
Si	3.42	-7.741	20.577	-0.001	-0.002	-0.066
Si	4.867	-12.473	18.163	-0.01	-0.004	-0.038
Si	-5.558	21.609	15.465	0.007	-0.002	-0.04
Si	13.383	8.675	20.324	0.003	-0.001	-0.063
Si	2.934	-10.606	19.365	0	-0.006	-0.054
Si	2.499	-2.466	20.317	0.007	0	-0.04
Si	31.944	10.957	20.443	0	0.001	-0.058
Si	13.18	13.403	15.754	0.001	-0.007	-0.037
Si	32.956	2.487	18.96	0.002	0.008	-0.053
Si	1.033	-0.031	20.77	0.002	0.006	-0.06
O	2.573	5.861	17.79	0.005	-0.006	0.031
O	-4.109	-6.827	23.308	0.002	0.001	0.01
O	13.535	7.564	19.126	-0.005	0.019	0.031
O	-3.676	3.715	23.061	-0.008	0.005	0.016
O	7.671	2.759	22.347	0.013	-0.006	0.036
O	0.929	-9.551	16.026	0.006	-0.003	0.006
O	23.535	3.657	15.241	0.004	0.002	0.01
O	-1.278	5.946	17.338	-0.012	0.004	0.031
O	-9.823	10.017	15.075	-0.003	0.004	0.016
O	-7.249	18.422	19.699	-0.003	-0.009	0.023
O	1.21	-1.494	20.079	-0.002	0.002	0.022
O	-0.92	18.621	17.932	0.015	0.002	0.029
O	9.425	-25.302	20.691	0.008	-0.008	0.032
O	5.299	-0.145	18.178	0.003	0.01	0.011
O	18.686	-3.931	19.662	0.002	0.012	0.023
O	-11.395	-7.225	20.729	0.007	0.003	0.016
O	2.41	16.627	21.555	0.006	0.003	0.021
O	0.702	1.079	19.648	0.005	-0.022	0.033
O	11.049	15.569	22.587	0.007	0.013	0.035
O	20.176	3.467	16.962	0.009	0.004	0.018
O	4.283	12.116	23.032	0	-0.002	0.018
O	7.371	-8.465	22.185	0.007	0.006	0.053
O	9.011	13.802	22.378	-0.015	-0.01	0.037
O	11.117	5.488	21.947	0.006	-0.012	0.041
O	10.041	10.934	17.008	-0.007	0.003	0.027
O	-0.105	-0.087	21.92	-0.023	0.005	0.06
O	3.526	6.772	15.418	-0.002	0.006	0.021
O	7.922	13.821	14.008	0.007	-0.012	0.012
O	9.533	6.983	23.291	-0.005	0.004	0.032
O	26.209	-4.089	14.832	0.004	-0.005	0.015
O	19.003	-2.567	21.923	0.009	-0.011	0.079
O	26.84	14.376	20.271	-0.004	-0.001	0.043
O	17.762	9.533	15.256	0.013	-0.001	0.028
O	2.267	-5.388	17.45	-0.007	0.011	0.043
O	10.773	-5.19	21.986	-0.003	-0.004	0.061
O	2.885	-2.737	14.125	-0.008	0.009	0.007
O	6.83	-1.349	23.185	-0.005	0.004	0.012
O	3.774	-1.762	19.609	-0.016	-0.006	0.035
O	5.706	18.815	18.354	0.003	-0.009	0.012
O	19.834	2.478	22.412	-0.008	0.012	0.039
O	0.324	10.839	19.222	-0.012	0.001	0.023
O	-10.279	21.143	22.668	-0.006	0.012	0.034
O	9.802	36.668	15.296	-0.004	-0.001	0.018
O	8.635	4.661	18.711	-0.01	0.008	0.03
O	5.931	15.908	14.02	-0.011	0.014	0.01
O	-3.136	-11.406	18.835	0.004	0.005	0.023
O	17.806	19.491	18.061	-0.011	0.001	0.027
O	2.596	-7.95	17.254	0.001	-0.002	0.013
O	9.93	6.631	15.186	0.002	-0.002	0.014
O	3.526	-9.182	19.856	0.005	0.019	0.025
O	11.574	5.207	16.855	0.005	-0.008	0.024
O	-2.787	7.937	21.782	0	-0.006	0.065
O	7.81	11.923	18.162	0.004	0	0.016
O	13.547	14.561	19.588	0.002	-0.016	0.038
O	18.281	3.002	15.308	0.007	-0.004	0.023
O	21.289	12.145	14.811	0.007	-0.01	0.021
O	27.285	3.428	18.605	-0.007	-0.001	0.012
O	14.931	-4.065	23.332	0.002	0.004	0.019
O	5.411	21.669	14.321	0.003	-0.001	0.002
O	16.144	-5.288	14.085	-0.002	0.006	0.012
O	8.924	32.536	21.236	0.007	-0.013	0.038
O	13.74	16.677	17.864	-0.002	-0.01	0.014
O	12.387	14.478	14.866	0.003	-0.009	0.023
O	22.18	11.444	19.787	0.001	-0.017	0.04
O	7.458	-7.001	20.123	-0.001	-0.004	0.026
O	1.655	-10.896	20.297	-0.011	-0.003	0.027
O	9.858	-2.921	17.949	0.001	0.007	0.022
O	8.177	8.261	14.182	0.003	-0.002	0.005
O	4.227	6.656	23.161	0.003	0.001	0.025
O	-1.719	1.34	15.561	0	0.002	0.023
O	6.351	10.649	22.242	-0.008	0.006	0.045
O	13.432	3.006	14.059	0.011	-0.02	0.013
O	11.985	-6.809	20.209	0.001	0.002	0.02
O	8.543	5.128	21.757	0.011	0.007	0.019
O	14.461	-3.501	14.972	-0.007	0.008	0.018
O	13.71	-2.18	17.069	-0.001	0.01	0.03
O	11.417	10.051	14.868	-0.005	0.01	0.016
O	-3.037	13.756	22.029	0.002	-0.001	0.056
O	-17.964	-14.667	23.071	-0.001	-0.005	0.012
O	-0.102	-12.82	20.154	-0.002	0.012	0.029
O	3.928	9.908	15.595	0	0.001	0.02
O	3.979	4.477	19.399	-0.001	0.005	0.022
O	-2.992	24.694	13.991	-0.004	0.009	0.013
O	2.624	9.733	19.773	0.005	-0.011	0.029
O	22.37	4.984	17.917	0.008	0.003	0.026
O	10.772	16.356	14.102	0.009	-0.006	0.013
O	18.013	-0.719	15.173	0	0.002	0.019
O	28.708	12.16	20.107	0.001	-0.001	0.019
O	9.667	1.354	23.335	-0.006	0.01	0.026
O	16.402	-5.577	21.863	0.007	0	0.054
O	8.814	1.65	14.744	-0.004	0.01	0.019
O	26.321	11.232	19.55	0.016	-0.007	0.035
O	20.331	16.964	15.199	-0.007	-0.002	0.012
O	13.015	2.866	17.118	-0.003	0.004	0.011
O	-4.143	12.194	16.143	-0.004	0.003	0.014
O	4.958	0.284	22.38	0.02	-0.011	0.041
O	-1.778	-6.555	20.224	-0.001	0	0.024
O	-9.19	-9.611	19.641	0.006	0.016	0.026
O	2.428	1.061	17.062	-0.001	0.007	0.017
O	-0.279	5.361	22.146	0.002	0.004	0.054
O	3.505	-17.753	16.951	0.011	-0.007	0.026
O	9.045	-0.418	18.684	-0.003	0.002	0.025
O	21.964	-2.779	18.106	0	0	0.013
O	20.642	-14.965	20.135	-0.013	-0.005	0.034
O	-0.886	6.019	19.83	0.009	-0.004	0.026
O	6.905	0.729	19.935	0.008	-0.002	0.017
O	-1.401	-3.907	20.391	0	0	0.017
O	8.759	18.903	17.186	0.005	0.003	0.032
O	2.701	8.43	22.031	0	-0.006	0.052
O	11.546	15.377	18.055	-0.009	-0.004	0.02
O	5.52	11.124	17.221	0.011	0.01	0.031
O	1.541	4.011	23.207	0.004	-0.002	0.006
O	16.267	-11.77	15.229	0.001	0.005	0.013
O	-1.472	6.702	14.976	0.019	-0.009	0.037
O	11.875	5.17	14.315	-0.02	0.002	0.03
O	6.677	-12.171	20.283	0.006	-0.005	0.046
H	0.558	2.196	31.272	0.199	-0.314	-0.305
H	2.175	0.526	31.272	-0.287	0.383	-0.218
H	3.289	4.912	31.25	0.256	-0.235	-0.314
H	4.922	3.259	31.25	-0.296	0.425	-0.23
H	2.195	5.997	31.312	-0.228	0.307	-0.249
H	0.546	7.636	31.312	0.278	-0.279	-0.226
H	4.863	8.654	31.285	-0.324	0.276	-0.253
H	3.226	10.304	31.285	0.33	-0.234	-0.226
H	2.147	11.389	31.24	-0.264	0.265	-0.296
H	0.527	13.056	31.24	0.275	-0.339	-0.273
H	4.837	14.127	31.288	-0.282	0.203	-0.26
H	3.205	15.782	31.288	0.18	-0.461	-0.24
H	7.593	0.567	31.307	-0.289	0.141	-0.237
H	5.944	2.206	31.307	0.326	-0.395	-0.198
H	8.687	4.948	31.323	0.441	-0.212	-0.211
H	10.352	3.326	31.323	-0.183	0.264	-0.23
H	5.941	7.596	31.244	0.352	-0.219	-0.299
H	7.616	5.985	31.244	-0.323	0.322	-0.26
H	8.695	10.296	31.236	0.286	-0.184	-0.298
H	10.363	8.677	31.236	-0.351	0.304	-0.23
H	7.59	11.39	31.288	-0.307	0.217	-0.208
H	5.95	13.037	31.288	0.298	-0.209	-0.248
H	10.373	14.15	31.271	-0.264	0.253	-0.188
H	8.725	15.789	31.271	0.231	-0.219	-0.26
H	11.466	2.203	31.286	0.198	-0.239	-0.279
H	13.116	0.566	31.286	-0.251	0.301	-0.202
H	15.807	3.284	31.312	-0.255	0.29	-0.246
H	14.159	4.923	31.312	0.248	-0.341	-0.248
H	13.091	6.003	31.284	-0.252	0.32	-0.273
H	11.436	7.634	31.284	0.369	-0.247	-0.243
H	15.799	8.727	31.239	-0.213	0.276	-0.328
H	14.169	10.384	31.239	0.422	-0.297	-0.233
H	11.477	13.042	31.197	0.215	-0.213	-0.316
H	13.129	11.407	31.197	-0.424	0.339	-0.204
H	14.199	15.796	31.217	0.175	-0.312	-0.301
H	15.812	14.122	31.217	-0.337	0.339	-0.199
H	-0.797	3.552	6.025	0.267	-0.233	0.276
H	0.842	1.904	6.025	-0.279	0.377	0.249
H	1.874	0.839	6.026	0.31	-0.372	0.211
H	3.481	-0.84	6.026	-0.213	0.283	0.303
H	0.819	7.365	6.024	-0.21	0.264	0.274
H	-0.815	9.019	6.024	0.275	-0.311	0.298
H	1.932	6.258	6.013	0.211	-0.215	0.302
H	3.583	4.622	6.013	-0.315	0.438	0.252
H	0.794	12.782	5.976	-0.191	0.28	0.325
H	-0.833	14.442	5.976	0.318	-0.425	0.214
H	3.509	10.027	5.989	-0.339	0.214	0.241
H	1.87	11.675	5.989	0.163	-0.356	0.281
H	4.601	3.592	6.033	0.407	-0.394	0.195
H	6.219	1.924	6.033	-0.202	0.212	0.326
H	7.332	0.818	5.969	0.273	-0.233	0.197
H	8.993	-0.808	5.969	-0.17	0.286	0.269
H	6.252	7.308	6.012	-0.519	0.233	0.24
H	4.593	8.935	6.012	0.145	-0.338	0.306
H	7.292	6.308	6.029	0.416	-0.396	0.2
H	8.961	4.691	6.029	-0.283	0.092	0.319
H	6.223	12.77	5.986	-0.226	0.247	0.256
H	4.562	14.396	5.986	0.202	-0.359	0.214
H	7.33	11.657	5.965	0.185	-0.28	0.245
H	8.981	10.022	5.965	-0.445	0.215	0.219
H	11.729	1.937	5.991	-0.249	0.203	0.275
H	10.093	3.588	5.991	0.337	-0.142	0.209
H	14.483	-0.835	5.963	-0.239	0.485	0.228
H	12.853	0.822	5.963	0.266	-0.152	0.272
H	10.048	8.988	6.004	0.347	-0.324	0.231
H	11.715	7.367	6.004	-0.35	0.178	0.275
H	12.803	6.295	6.035	0.313	-0.25	0.268
H	14.437	4.642	6.035	-0.277	0.244	0.264
H	10.116	14.406	5.933	0.268	-0.168	0.249
H	11.756	12.759	5.933	-0.351	0.371	0.219
H	12.797	11.728	5.983	0.424	-0.298	0.237
H	14.454	10.098	5.983	-0.223	0.331	0.282

Results
free energy: -231035.903 eV
free energy less fixed offsets of H -15.71, O -570.45, Si -639.56 eV per atom: -5.223 eV

The program warned: the cutoff lies below the one the program advises for these potential files; the forces do not sum to zero within the program's tolerance; empty levels may hold ghost states of the PAW files; the exchange-correlation potential is rough where the density is thin.
